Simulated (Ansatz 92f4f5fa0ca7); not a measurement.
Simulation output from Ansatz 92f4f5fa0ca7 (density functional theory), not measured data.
Periodic cell of 192 atoms, Si128O64, from a study of silicon, its oxide and their interface. The atomic structure is a simulated model.

Settings
functional: r2SCAN
potential files: Ansatz PAW
basis: plane waves
wave-function cutoff: 800 eV
density cutoff ratio: 5
exchange-correlation grid ratio: 1
k mesh: 1 x 1 x 1, shifted by 0.5 0.5 0 of a step
self-consistency stop: 1e-10 eV per atom in the density residual
occupations: fixed
spin: none
net charge: 0

Cell vectors (angstrom)
a 10.887 0 0
b 0 10.887 0
c 0 0 28.136

Atoms: element, x, y, z (angstrom)
Si -3.1849 -8.5905 -6.5983
Si 3.2815 3.6565 1.1628
Si 5.2578 6.3984 -5.4054
Si 1.6871 12.6337 1.351
Si 3.9209 -0.4635 -1.1516
Si 8.2502 3.7869 -1.1339
Si 9.8055 9.828 -0.1139
Si 6.2657 6.07 -0.813
Si 0.9735 0.23 -0.4167
Si 3.6049 4.7963 -1.0379
Si -0.0785 8.0774 2.9003
Si 4.7339 10.0928 1.6621
Si 6.4032 0.897 1.3998
Si 9.9135 4.508 1.4518
Si 7.3378 7.4354 1.6876
Si 9.0123 9.1299 1.8964
Si 0.0218 2.7675 2.701
Si 2.7898 0.0986 2.6863
Si 0.6921 6.3408 1.5038
Si 2.5381 5.3836 2.6334
Si 5.2703 2.7448 2.4231
Si 8.0123 0.0477 2.9234
Si 5.5176 8.2707 2.8931
Si 8.2171 5.5203 2.747
Si 1.3173 4.0882 4.1703
Si 4.0937 1.4492 4.087
Si 1.4024 9.5475 4.0039
Si 4.0197 6.7792 3.957
Si 6.7091 4.0856 3.8708
Si 9.5221 1.4089 4.0555
Si 6.7766 9.579 4.3687
Si 9.5099 6.7515 4.3038
Si 0.0177 0.0083 5.3792
Si 2.7234 2.7469 5.4729
Si -0.001 5.4018 5.5888
Si 2.7209 8.1587 5.3886
Si 5.3841 0.0894 5.5557
Si 8.1008 2.7633 5.3534
Si 5.41 5.4353 5.329
Si 8.1739 8.1665 5.5965
Si 1.3546 1.3523 6.7796
Si 4.1111 4.1016 6.784
Si 1.3958 6.8221 6.8328
Si 4.0469 9.5191 6.809
Si 6.8302 1.4093 6.8291
Si 9.4597 4.0384 6.8237
Si 6.7556 6.7558 6.792
Si 9.6004 9.5494 6.8267
Si -0.0334 2.6713 8.1518
Si 2.7017 0.0014 8.1552
Si 0.0465 8.1834 8.2016
Si 2.7663 5.441 8.1656
Si 5.4698 2.7659 8.1811
Si 8.215 0.0103 8.1571
Si 5.445 8.1559 8.1438
Si 8.133 5.425 8.1681
Si 1.3467 4.0611 9.4642
Si 4.1073 1.3527 9.4838
Si 1.4003 9.5497 9.5606
Si 4.143 6.7813 9.5266
Si 6.8304 4.0816 9.581
Si 9.552 1.3192 9.5752
Si 6.8721 9.4868 9.4806
Si 9.5201 6.7937 9.4899
Si 0.0184 -0.0397 10.9572
Si 2.7134 2.7044 10.8238
Si -0.0156 5.4222 10.8274
Si 2.8013 8.1637 10.8341
Si 5.5328 -0.0088 10.7945
Si 8.1964 2.6974 10.9193
Si 5.5288 5.4804 10.9439
Si 8.2003 8.1227 10.9137
Si 1.3984 1.3585 12.2577
Si 4.0792 4.0932 12.136
Si 1.3529 6.8348 12.0958
Si 4.2842 9.45 12.1332
Si 6.84 1.305 12.2511
Si 9.5612 4.0614 12.2648
Si 6.946 6.7605 12.3973
Si 9.5725 9.4245 12.3103
Si 0.0703 2.7761 13.6487
Si 1.6839 -1.5878 14.7278
Si -3.1916 5.3984 21.0576
Si 8.2038 0.9342 18.7621
Si 4.0531 1.2671 14.7565
Si 10.9798 -4.3168 18.0409
Si 6.9212 9.5746 15.1381
Si 6.3568 6.6499 18.5307
Si 2.71 5.5039 13.4067
Si 7.9056 -1.7277 17.2872
Si 2.8503 10.7613 13.3603
Si 5.5945 8.1856 13.6932
Si 13.0448 -6.3549 18.8209
Si 9.6126 1.3421 14.9515
Si 5.791 11.3889 16.0727
Si 10.9302 8.009 13.6757
Si -2.6001 5.3435 13.8254
Si 3.593 0.2553 18.0898
Si 1.1683 4.5119 14.8726
Si 0.2 7.4367 26.8347
Si 2.5332 1.6659 16.5049
Si 6.6384 4.0162 14.9627
Si 2.7705 3.9915 16.6336
Si 18.4698 2.1292 16.1484
Si 2.8442 -15.7031 24.3591
Si 14.8002 2.2148 25.5991
Si 6.3018 -0.6098 25.3593
Si 5.3797 -8.1751 13.4712
Si -1.3228 5.5756 24.9021
Si 7.3247 0.7514 27.2043
Si 3.8882 17.896 14.7728
Si 18.0223 -3.4229 24.7245
Si 10.2462 22.9068 22.3648
Si 10.5811 10.3534 17.8957
Si -18.9407 -10.3561 21.2407
Si 1.2977 0.9114 24.8857
Si 10.2327 -4.7418 15.083
Si -10.2334 -10.617 15.9767
Si 10.3729 -3.7725 21
Si 12.8722 8.7289 18.5327
Si -5.5268 -9.7884 23.0991
Si 1.06 16.0979 22.921
Si -7.0945 28.7379 20.0829
Si -9.1633 19.6961 24.4986
Si 0.3714 -1.5817 21.8515
Si 4.8625 -16.5534 16.1097
Si 8.2536 10.8283 13.6306
Si 12.4837 24.3645 21.2184
O 0.67 -4.7534 -6.5395
O -10.6127 1.2407 -4.4439
O 6.9195 7.2069 0.1078
O 4.3103 14.5294 -1.9419
O -4.5001 5.4906 -6.1265
O 12.0154 8.3393 -2.2367
O -4.7607 18.4422 -4.6846
O -0.3621 17.0431 -2.0827
O 18.9646 -17.9521 -7.0063
O 19.4506 -4.1311 -3.7641
O -10.2091 5.1526 -9.5864
O 10.1079 -0.4217 -6.2287
O 17.2991 39.1658 -2.3468
O -7.8141 -23.0463 -10.4049
O 15.6179 20.7213 -2.4453
O 8.9305 -15.367 -6.7011
O 7.5115 -11.3447 18.2523
O -12.2317 -1.6984 17.3525
O 0.0674 2.0163 21.1969
O 16.6055 -5.2361 17.4401
O 14.3039 0.4269 19.6963
O -10.4086 -20.9191 26.2698
O 13.6828 -2.7173 15.275
O 15.0369 12.0419 26.8171
O -11.9788 0.6273 18.7047
O 0.7488 -1.1885 18.9547
O 12.5312 25.566 22.3314
O 11.4871 -23.987 23.3408
O 7.7318 -8.6091 26.7685
O 15.191 -5.2976 23.7675
O 16.0346 22.1216 17.6086
O 18.1668 19.8558 25.2914
O 2.8978 18.6086 24.2188
O 8.7836 1.753 22.613
O 7.0061 -6.2311 27.5669
O -11.5178 7.1558 19.3589
O -11.9245 8.4049 27.196
O -3.591 -3.1031 17.8657
O 2.388 2.0983 25.0496
O 12.9836 21.2836 24.569
O 13.5325 -2.8061 19.8498
O -0.3623 15.9038 23.7168
O 15.0144 11.3532 22.2377
O -6.6712 -3.9196 21.6237
O 1.3491 7.5394 17.6225
O 23.5538 -11.6029 21.525
O 24.1159 -11.5067 27.3177
O 17.1605 -0.0355 23.8129
O 6.2273 2.0891 22.1513
O 8.7417 10.8324 27.3077
O 11.9168 -3.962 28.1207
O 15.9928 -3.5005 19.2379
O 2.7013 16.469 25.9312
O 4.6937 27.6544 27.6385
O 10.0434 -26.2643 16.7197
O 15.5212 9.6654 28.2033
O 1.9632 3.2305 19.7604
O -13.9162 13.0722 17.7764
O -23.9318 15.2425 25.5551
O 15.7268 2.0044 24.3172
O -14.5404 -5.1176 19.5461
O -1.4408 3.9222 28.0955
O 35.8587 -5.3439 19.5725
O -3.1286 1.3419 20.2303

Results
free energy: -118368.557 eV
free energy less fixed offsets of O -570.45, Si -639.56 eV per atom: 3.923 eV

Forces (eV/angstrom), in the order of the atoms: element, x, y, z
Si 0.0386 -0.0174 -0.2911
Si 0.0117 0.0027 -0.0098
Si -0.0176 -0.026 -0.3241
Si 0.007 0.0019 0.0006
Si -0.0015 0.0272 -0.2088
Si -0.0091 0.0438 -0.2155
Si -0.0157 -0.019 -0.1125
Si -0.0128 -0.0105 -0.2085
Si 0.0287 -0.0036 -0.1742
Si 0.0165 0.0484 -0.2531
Si -0.0066 0.0016 0.0032
Si -0.0049 -0.0101 -0.067
Si 0.0101 0.0098 -0.0001
Si -0.0208 -0.0202 -0.076
Si -0.0152 -0.009 -0.0713
Si -0.003 -0.0061 0.0003
Si 0.0106 -0.0022 0.0047
Si -0.0025 0.0079 0.0084
Si 0.0154 0.0245 -0.0773
Si 0.0064 -0.0105 0.0073
Si -0.0093 -0.0066 0.0054
Si -0.0117 0.001 0.0075
Si 0.001 -0.0009 0.0046
Si 0.0008 0.0012 0.0062
Si -0.0038 0.006 0.0002
Si 0.0034 0.0008 0.0013
Si 0.0026 -0.0001 -0.0046
Si -0.0054 -0.0001 -0.0034
Si -0.002 -0.0056 -0.0052
Si -0.0012 -0.0005 -0.0016
Si 0.0059 -0.0008 -0.0038
Si -0.0008 0.0012 -0.0024
Si 0.0014 0.0013 -0.0009
Si -0.0004 -0.0038 -0.0032
Si 0.0012 -0.001 0.0009
Si 0.0009 0.0004 0.0011
Si -0.0051 0.0027 -0.0005
Si -0.0004 0.003 0.001
Si 0.0008 -0.0001 -0.0004
Si -0.0007 -0.0018 -0.0007
Si 0.0008 0.0004 0.0013
Si 0.0001 0 0.0022
Si 0.0004 -0.0002 0.0014
Si -0.0009 -0.001 0.0004
Si -0.0003 0.0024 0.0021
Si 0.0006 0.0002 0.001
Si -0.0002 0.0009 0.0005
Si 0.0003 -0.0004 0.0017
Si -0.0006 -0.0006 0.0019
Si 0 0.0001 0.0018
Si -0.0003 0.001 0.0008
Si -0.0002 0.0006 0.0015
Si 0.0003 0.0013 0.001
Si 0.0011 -0.0001 0.0016
Si 0.0009 -0.0006 0.0013
Si -0.0013 -0.0001 0.0015
Si 0.001 0.0015 0.0016
Si 0.0003 -0.0009 0.0016
Si 0.0006 -0.0005 0.0011
Si -0.0005 0 0.0012
Si 0.0002 -0.0006 0.0015
Si -0.0003 0.0013 0.0017
Si -0.0007 0.0014 0.0016
Si 0.0017 -0.0003 0.0006
Si 0.0009 0.001 -0.0003
Si 0.0008 -0.0006 0.0024
Si -0.0003 0.001 0.0006
Si -0.001 0.0006 -0.0002
Si 0.0019 0.0008 0.0006
Si -0.0007 0 0.0003
Si 0.0012 0.0011 -0.0009
Si 0 -0.0001 -0.0012
Si 0.0007 0.0016 -0.0021
Si -0.0015 -0.0013 -0.0009
Si -0.0005 0.0017 0.0029
Si 0.0008 0.0016 0.0018
Si -0.0016 -0.0021 0.0013
Si -0.0004 0.0032 0.0014
Si 0.0016 0.0018 -0.0012
Si -0.0012 -0.0027 -0.0017
Si 0.0041 -0.0049 0.0004
Si 0.0041 -0.0065 -0.0208
Si 0.0133 0.0193 -0.2695
Si 0.0129 -0.0265 -0.2935
Si 0.0084 -0.0046 0.0015
Si 0.0133 -0.0336 -0.2529
Si -0.0018 0.0017 0.0138
Si -0.0186 0.0157 -0.2673
Si 0.0099 -0.0018 0.0057
Si -0.0119 0.0254 -0.1523
Si -0.006 0.0019 0.0021
Si -0.0004 -0.0094 0
Si 0.0222 -0.0002 -0.2762
Si -0.0057 0.0025 0.0041
Si 0.0144 0.0102 -0.0641
Si -0.0013 0.0035 0.0025
Si -0.0009 0.0037 -0.0011
Si 0.0262 0.0469 -0.2523
Si -0.0105 0.0035 -0.0046
Si 0.0295 -0.0163 -0.2578
Si 0.0003 -0.0041 0.0116
Si 0.0007 -0.0041 -0.0011
Si 0.0115 0.0013 0.0031
Si -0.0156 -0.0038 -0.0854
Si 0.0154 0.0185 -0.2443
Si -0.0056 -0.0248 -0.2675
Si -0.0127 -0.0412 -0.2298
Si 0.0021 0.0074 -0.0028
Si 0.041 0.0075 -0.2756
Si 0.005 0.0212 -0.1142
Si 0.0021 0.0009 -0.0121
Si -0.01 -0.0083 -0.2575
Si -0.0412 0.0037 -0.2666
Si -0.0019 0.0241 -0.1895
Si -0.0075 0.0007 -0.2841
Si -0.0172 -0.0007 -0.3289
Si 0.006 -0.0114 -0.0869
Si -0.0053 -0.0015 0.0026
Si -0.0342 0.0407 -0.2392
Si -0.0084 0.0418 -0.2036
Si -0.05 0.0419 -0.3491
Si 0.0201 -0.0264 -0.2531
Si -0.0306 -0.0137 -0.2948
Si -0.0282 -0.009 -0.2944
Si 0.0043 0.0244 -0.2476
Si -0.033 -0.0184 -0.0771
Si 0.006 0.0006 -0.0014
Si 0.0516 -0.0026 -0.2534
O 0.0569 -0.063 0.1704
O 0.0844 -0.0122 0.2127
O 0.0326 0.0404 0.127
O -0.02 0.0479 0.1352
O -0.0659 0.0294 0.1445
O -0.0612 -0.0358 0.1726
O 0.066 0.0452 0.1623
O 0.0298 0.0496 0.1375
O -0.0044 -0.0144 0.0874
O -0.0057 -0.0033 0.1
O -0.025 0.015 0.1021
O 0.0033 0.0201 0.091
O -0.0241 -0.0431 0.1656
O -0.0155 -0.0423 0.0901
O -0.0181 0.0173 0.1078
O -0.0003 -0.0061 0.0895
O 0.0155 0.0407 0.1061
O 0.0126 -0.0007 0.0728
O -0.029 -0.02 0.1107
O 0.0586 0.06 0.156
O -0.046 0.0172 0.2945
O -0.0298 -0.0321 0.2245
O -0.0034 0.0016 0.03
O 0.0114 -0.0369 0.1157
O -0.0351 0.0275 0.1019
O 0.0247 -0.0399 0.1393
O -0.0202 0.1126 0.1622
O 0.0743 -0.0141 0.2299
O -0.0133 -0.0392 0.0789
O -0.0539 -0.0129 0.1299
O -0.042 -0.0186 0.1047
O -0.0094 0.0628 0.093
O -0.0053 0.0176 0.0889
O 0.0261 -0.0132 0.1113
O 0.0015 -0.007 0.0729
O -0.023 0.0312 0.2182
O -0.0241 0.068 0.1076
O -0.0288 -0.0651 0.1021
O 0.0319 0.011 0.1077
O 0.0128 0.0278 0.1173
O 0.032 -0.0329 0.1175
O -0.0822 0.0177 0.1561
O 0.1194 0.0081 0.1741
O 0.0651 -0.0213 0.229
O 0.0005 0.0033 0.0893
O -0.0407 -0.0338 0.1113
O -0.0303 0.0207 0.0885
O 0.044 -0.0571 0.2168
O -0.07 -0.0434 0.1399
O 0.0191 -0.0167 0.0803
O 0.0076 -0.0431 0.1559
O -0.053 -0.0003 0.1226
O 0.0285 -0.0707 0.249
O -0.0115 -0.0158 0.0816
O 0.0219 0.0217 0.1642
O 0.0242 -0.0015 0.1346
O -0.0418 -0.0986 0.2353
O 0.0221 -0.0282 0.1614
O -0.0419 -0.056 0.1464
O -0.0512 0.0362 0.193
O 0.0548 -0.055 0.1884
O 0.0551 0.0187 0.133
O 0.0384 0.0717 0.1415
O -0.0268 0.074 0.2346

The program warned: the cutoff lies below the one the program advises for these potential files; the forces do not sum to zero within the program's tolerance; empty levels may hold ghost states of the PAW files; the exchange-correlation potential is rough where the density is thin.
